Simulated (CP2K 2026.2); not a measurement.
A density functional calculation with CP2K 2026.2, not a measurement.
Periodic cell of 504 atoms, Si360O144, from a study of silicon, its oxide and their interface. The atomic structure is a simulated model.
Doubt: the forces sum to 0.97 eV/angstrom along one axis rather than to zero, so they err by at least 0.0019 eV/angstrom per atom on average; the grid cutoff is modest.

Settings: functional PBE; method Gaussian and plane waves; basis set DZVP-MOLOPT-SR-GTH; pseudopotentials GTH-PBE; grid cutoff 300 Ry, relative cutoff 40 Ry; k points Gamma only; occupations fixed; spin none; net charge 0.

Cell vectors (angstrom)
a 16.32 0 0
b 0 16.32 0
c 5.3087 0.0876 33.0786

Atoms and the computed forces on them: element, x, y, z (angstrom), force x, y, z (eV/angstrom)
Si 1.699 -1.527 0.015 -0.257 0.05 0.688
Si 3.816 1.565 0.157 0.18 -0.093 0.735
Si 1.642 3.81 0.137 -0.103 0.173 0.702
Si 3.969 7.001 0.225 0.117 -0.184 0.76
Si 1.609 -7.218 0.051 -0.152 0.376 0.688
Si 3.93 -3.766 -0.073 0.084 -0.254 0.708
Si 7.035 -1.498 0.131 -0.179 0.092 0.728
Si 9.195 1.575 0.174 0.229 -0.076 0.695
Si 6.928 3.729 0.148 -0.054 0.26 0.684
Si 9.128 7.061 -0.085 0.298 -0.246 0.717
Si 6.982 9.388 0.126 -0.141 0.189 0.749
Si -6.994 -3.658 -0.011 0.099 -0.256 0.675
Si -3.927 -1.508 0.127 -0.118 0.266 0.717
Si -1.468 1.558 0.116 0.158 -0.242 0.651
Si -3.746 3.784 0.105 -0.273 0.219 0.676
Si -1.6 6.948 0.134 0.193 -0.084 0.746
Si -3.831 -7.132 -0.17 -0.239 0.285 0.661
Si -1.663 -3.72 -0.069 0.233 -0.289 0.697
Si 2.731 -0.019 1.473 -0.004 -0.01 -0.056
Si 5.412 2.634 1.509 -0.016 -0.007 -0.049
Si 2.761 5.408 1.441 0.01 -0.007 -0.048
Si 5.476 8.221 1.489 0.017 0.008 -0.045
Si 2.718 -5.423 1.168 0.001 0.013 -0.046
Si 5.445 -2.692 1.372 -0.013 0.008 -0.041
Si 8.131 0.013 1.528 0.001 0.019 -0.047
Si -5.429 2.704 1.36 0.005 0.006 -0.047
Si 8.097 5.436 1.297 0.004 0.004 -0.053
Si -5.468 8.124 1.177 -0.004 -0.021 -0.052
Si 8.234 -5.347 1.285 -0.016 0.017 -0.052
Si -5.468 -2.656 1.441 0.009 0.021 -0.04
Si -2.703 0.029 1.39 -0.001 0.002 -0.042
Si 0.071 2.687 1.456 -0.009 0.008 -0.041
Si -2.758 5.425 1.442 0.009 0.008 -0.05
Si 0.008 8.087 1.418 -0.004 -0.002 -0.048
Si -2.736 -5.455 1.149 0.008 -0.021 -0.047
Si 0.005 -2.669 1.244 0.01 -0.001 -0.057
Si 1.361 1.312 2.828 -0.013 -0.008 0.031
Si 4.108 4.074 2.817 0.011 0.018 0.033
Si 1.352 6.736 2.782 -0.009 -0.005 0.025
Si 4.048 9.609 2.698 -0.019 0.027 0.023
Si 1.339 -4.097 2.594 0.007 -0.011 0.018
Si 4.124 -1.355 2.784 0.026 0.018 0.032
Si 6.75 1.31 2.875 -0.006 -0.011 0.037
Si 9.525 4.121 2.679 -0.013 -0.006 0.004
Si 6.806 6.774 2.756 -0.017 -0.023 0.025
Si 9.574 -6.777 2.612 0.006 -0.012 0.024
Si 6.813 -4.08 2.696 -0.012 -0.018 0.019
Si -6.785 -1.321 2.832 0.023 0.01 0.028
Si -4.102 1.343 2.752 -0.016 -0.012 0.023
Si -1.328 4.08 2.757 0.007 -0.001 0.022
Si -4.172 6.803 2.686 -0.025 0.013 0.029
Si -1.372 -6.759 2.631 -0.011 0.015 0.016
Si -4.077 -4.135 2.637 0.021 -0.004 0.02
Si -1.312 -1.341 2.699 0.016 0.017 0.017
Si -0.013 -0.027 4.146 -0.02 0.007 0.019
Si 2.728 2.705 4.142 0.016 -0.015 -0.01
Si -0.006 5.419 4.149 0.012 -0.01 0.013
Si 2.716 8.185 4.052 0.009 -0.012 0.001
Si -0.004 -5.427 4.017 0 -0.007 0.002
Si 2.702 -2.756 4.03 -0.025 0.009 -0.024
Si 5.425 -0.04 4.214 -0.01 -0.001 0.034
Si 8.173 2.746 4.082 0.004 0.003 -0.028
Si 5.458 5.446 4.146 0.002 0.004 0.009
Si 8.202 -8.139 4.021 0.004 0.011 -0.006
Si 5.441 -5.414 4.075 -0.002 0.007 -0.008
Si 8.148 -2.728 4.1 -0.013 0.011 -0.011
Si -5.418 0.014 4.159 0.006 0.001 0.029
Si -2.721 2.717 4.083 -0.006 -0.004 -0.011
Si -5.475 5.455 4.092 0.004 0.002 0.013
Si -2.747 8.18 3.996 0.011 -0.012 0.001
Si -5.416 -5.463 4.043 -0.001 -0.001 0.001
Si -2.704 -2.746 4.001 -0.017 0.007 -0.011
Si 1.371 -1.365 16.318 -0.006 0.01 -0.01
Si 4.069 1.352 16.328 -0.003 0.002 -0.012
Si 1.34 4.074 16.328 -0.012 0.002 0
Si 4.086 6.801 16.292 0.006 0.005 -0.014
Si 1.336 -6.792 16.317 0.005 0.004 -0.007
Si 4.083 -4.063 16.325 0.007 0.012 -0.006
Si 6.781 -1.354 16.338 -0.011 -0.002 -0.004
Si -6.808 1.372 16.322 0.003 -0.009 -0.006
Si 6.807 4.061 16.304 -0.002 -0.012 -0.001
Si -6.766 6.792 16.334 0.008 -0.005 -0.007
Si 6.792 -6.809 16.319 -0.006 0.004 -0.008
Si -6.803 -4.073 16.314 -0.001 0.01 -0.007
Si -4.066 -1.358 16.322 0.005 -0.019 -0.019
Si -1.368 1.359 16.287 -0.001 0.007 -0.012
Si -4.119 4.09 16.304 0.004 -0.005 -0.016
Si -1.36 6.815 16.312 -0.001 -0.001 -0.007
Si -4.058 9.51 16.329 -0.003 0.002 -0.008
Si -1.345 -4.09 16.334 0.006 -0.001 -0.01
Si 2.734 -0.031 17.701 0.01 -0.014 -0.003
Si 5.421 2.729 17.668 -0.004 -0.012 0.014
Si 2.697 5.483 17.643 -0.004 0.006 -0.018
Si 5.435 8.138 17.674 -0.016 0.007 0.021
Si 2.701 -5.421 17.65 -0.001 -0.013 0.002
Si 5.414 -2.696 17.722 -0.019 0.009 -0.013
Si 8.153 0.013 17.674 -0.003 -0.007 0.015
Si -5.464 2.738 17.698 0.007 0.013 -0.004
Si 8.195 5.396 17.655 -0.002 -0.014 -0.007
Si -5.391 8.147 17.708 0.022 0.002 0.023
Si 8.159 -5.446 17.659 0.003 -0.003 -0.002
Si -5.418 -2.733 17.665 0.005 0.021 0.011
Si -2.743 0.054 17.67 -0.001 -0.003 -0.007
Si -0.001 2.663 17.672 -0.008 0.01 0.013
Si -2.763 5.468 17.626 -0.014 0.007 -0.002
Si -0.012 -8.15 17.699 -0.005 -0.009 0.008
Si -2.675 -5.48 17.698 0.014 0.005 -0.016
Si -0.002 -2.697 17.681 0.01 -0.004 0.007
Si 1.371 1.299 19.063 -0.014 -0.002 -0.028
Si 4.036 4.124 18.979 0.009 -0.017 -0.032
Si 1.366 6.832 19.045 0.035 0.003 -0.007
Si 4.019 -6.821 18.994 -0.032 0.008 -0.032
Si 1.373 -4.05 19.036 0.021 -0.012 -0.031
Si 4.064 -1.352 19.147 -0.002 0 -0.02
Si 6.77 1.365 19.032 0.015 -0.002 -0.013
Si -6.799 4.082 19.103 -0.018 0.017 0.008
Si 6.839 6.747 18.978 -0.013 0.008 -0.023
Si -6.788 9.52 19.008 0.012 0.003 -0.035
Si 6.793 -4.093 19.009 -0.003 -0.002 -0.011
Si 9.559 -1.339 19 -0.009 0.03 -0.051
Si -4.116 1.391 19.064 0.005 -0.017 -0.013
Si -1.442 4.047 18.903 -0.011 -0.015 -0.038
Si -4.01 6.81 19.114 0.019 0.002 -0.03
Si -1.347 -6.836 19.128 -0.032 0.015 0.01
Si -4.05 -4.12 19.005 -0.006 0.014 -0.029
Si -1.359 -1.28 18.997 0.022 0.011 -0.032
Si -0.006 -0.024 20.474 0.003 -0.011 0.051
Si 2.737 2.726 20.344 0.01 0.013 0.047
Si -0.025 5.35 20.185 0.008 -0.015 0.046
Si 2.653 8.218 20.475 0.013 -0.004 0.076
Si 0.021 -5.412 20.399 0.012 0.01 0.056
Si 2.69 -2.731 20.503 -0.003 0.011 0.077
Si 5.464 0.012 20.479 -0.015 0 0.077
Si 8.088 2.749 20.424 -0.001 -0.008 0.063
Si 5.402 5.47 20.324 -0.009 -0.01 0.043
Si 8.211 8.094 20.322 0.024 0.009 0.044
Si 5.414 -5.475 20.309 -0.022 -0.009 0.044
Si 8.232 -2.776 20.299 0.005 0.001 0.05
Si -5.491 0.08 20.442 -0.02 -0.018 0.066
Si -2.772 2.781 20.382 0.013 -0.011 0.063
Si -5.428 5.462 20.452 0.017 0.008 0.09
Si -2.601 -8.223 20.597 -0.019 -0.026 0.07
Si -5.358 -5.529 20.378 0.012 -0.041 0.031
Si -2.751 -2.632 20.278 0.001 -0.01 0.036
Si 1.014 -1.685 21.836 0.275 0.219 -0.734
Si 4.325 1.704 21.703 -0.066 -0.251 -0.723
Si 1.069 3.816 21.54 0.184 0.024 -0.744
Si 4.334 7.079 21.644 -0.184 -0.068 -0.73
Si 1.563 -6.467 21.845 -0.172 -0.202 -0.746
Si 3.9 -4.366 21.703 0.051 0.21 -0.752
Si 7.134 -1.228 21.626 -0.266 -0.054 -0.725
Si -7.153 1.153 21.764 0.209 0.173 -0.77
Si 6.509 3.956 21.705 0.19 0.094 -0.739
Si -6.574 7.032 21.773 -0.138 -0.175 -0.739
Si 6.6 -7.078 21.515 0.054 0.12 -0.683
Si 9.839 -3.907 21.6 -0.265 -0.176 -0.729
Si -4.337 -1.559 21.639 0.236 0.281 -0.705
Si -1.183 1.642 21.641 -0.07 -0.195 -0.693
Si -3.842 4.368 21.79 -0.227 -0.276 -0.692
Si -1.371 6.373 21.771 0.149 0.407 -0.666
Si -4.297 -7.102 21.816 0.222 0.11 -0.747
Si -1.248 -3.83 21.553 -0.026 -0.132 -0.756
Si -0.659 4.276 -6.755 -0.002 0.045 -0.099
Si -8.099 -7.915 -5.233 -0.038 -0.048 0.157
Si -1.286 3.813 25.618 -0.063 -0.082 -0.107
Si -3.855 -6.84 -3.21 -0.129 -0.113 0.1
Si -6.888 -0.846 -4.09 0.06 -0.043 0.059
Si -6.202 -3.625 -2.998 0.062 0.107 0.064
Si 6.044 1.847 25.582 0 0.016 0.065
Si 4.047 0.104 24.144 0.022 0.116 -0.026
Si 3.811 -1.22 -4.312 -0.13 -0.03 0.003
Si -6.855 -1.699 25.829 -0.118 0.021 -0.026
Si -4.358 -0.815 24.644 -0.031 0.002 -0.135
Si -0.068 -0.172 -2.13 0.071 0.004 0.108
Si 3.331 -6.426 -4.017 -0.075 0.114 0.003
Si -4.063 4.552 24.78 -0.102 -0.051 -0.105
Si -7.1 -4.538 24.635 -0.032 0.082 0.005
Si -5.133 -7.766 -5.747 0.063 0.09 0.134
Si -0.832 -1.491 26.004 -0.073 0.033 -0.071
Si -5.288 0.362 -1.946 -0.03 -0.023 0.118
Si 4.434 4.998 -4.827 0.028 0.029 -0.071
Si 3.301 6.675 24.544 0.04 0.006 -0.051
Si -3.068 -3.352 25.992 0.082 -0.016 -0.117
Si 5.491 2.533 -6.269 0.011 0.053 0.019
Si -2.952 7.017 -4.526 -0.034 0.139 -0.01
Si 5.571 5.427 -2 0.068 -0.036 0.09
Si -2.65 -5.469 23.887 0.056 -0.042 -0.119
Si 4.214 -6.695 25.428 -0.014 -0.067 0.009
Si -1.958 4.32 -4.021 0.09 0.029 0.076
Si 0.654 5.511 23.919 -0.134 0.047 -0.17
Si 1.181 -8.044 -2.717 -0.051 0.013 0.173
Si 1.173 0.201 -4.927 -0.016 -0.074 -0.035
Si -7.125 -7.08 26.004 0.031 0.061 -0.061
Si 1.919 -3.622 -4.221 0.04 0.043 -0.034
Si 7.004 -6.198 24.346 -0.006 0.014 0.05
Si -4.189 3.072 -2.599 -0.117 0.082 0.018
Si -7.879 6.359 -2.895 0.084 -0.08 0.108
Si 2.088 -4.332 25.646 0.013 0.1 0.047
Si 1.8 5.902 -6.255 -0.004 -0.063 -0.091
Si 0.122 5.483 -2.043 -0.021 0.03 0.075
Si -7.353 2.463 24.559 -0.051 0.013 -0.047
Si -3.336 -4.124 -4.256 -0.062 -0.026 -0.042
Si 5.521 0.192 -2.091 -0.038 0.047 0.125
Si -0.222 8.085 -5.273 0.002 -0.095 0.052
Si -6.812 3.697 -4.304 0.01 -0.054 0.113
Si -2.095 0.934 24.56 0.026 0.093 0.018
Si 1.938 -1.518 24.841 -0.077 -0.007 -0.171
Si 5.62 -5.305 -2.257 -0.034 0.123 0.168
Si -8.094 5.324 23.982 -0.003 -0.075 -0.16
Si 1.257 -2.187 -6.709 0.039 0.053 0.022
Si 7.812 -4.919 -4.377 -0.049 -0.075 0.088
Si 7.305 1.373 -4.073 0.111 0.099 -0.006
Si 0.221 -6.255 24.613 -0.053 -0.009 -0.112
Si -0.907 -3.008 -2.842 0.034 -0.073 0.095
Si 5.325 -2.483 23.648 0.063 -0.007 -0.056
Si 5.956 6.846 -6.758 -0.008 -0.042 -0.019
Si 1.368 -1.401 5.445 0.018 -0.001 0.009
Si 4.069 1.353 5.515 -0.002 0.006 0.02
Si 1.361 4.064 5.488 -0.006 -0.007 0.011
Si 4.077 6.833 5.441 -0.019 -0.002 0.004
Si 1.341 9.529 5.406 0.003 0.001 -0.002
Si 4.07 -4.074 5.433 0.01 0.018 0.001
Si 6.814 -1.394 5.508 0.005 -0.005 0.015
Si 9.523 1.388 5.467 -0.011 -0.001 0.009
Si 6.822 4.082 5.477 -0.01 -0.004 0.006
Si -6.807 6.829 5.443 -0.019 0 0.006
Si 6.813 -6.802 5.399 0.001 -0.025 -0.001
Si -6.788 -4.103 5.413 0.001 -0.003 0
Si -4.047 -1.396 5.428 0.016 -0.009 0.001
Si -1.379 1.355 5.464 0 0.007 0.007
Si -4.085 4.091 5.429 -0.003 -0.008 0.006
Si -1.392 6.826 5.411 -0.019 0.016 0.002
Si -4.07 -6.807 5.418 0.007 -0.003 0.005
Si -1.354 -4.078 5.401 -0.001 -0.001 -0.002
Si 2.702 -0.027 6.83 0.004 0.007 0.002
Si 5.454 2.722 6.833 0.001 -0.004 0.001
Si 2.725 5.456 6.806 0.003 0.004 -0.005
Si 5.456 -8.146 6.791 0 -0.002 -0.003
Si 2.712 -5.447 6.782 -0.004 -0.003 -0.003
Si 5.424 -2.74 6.83 0.004 0.009 0.005
Si 8.173 0.005 6.822 -0.007 -0.003 0
Si -5.432 2.739 6.815 -0.004 0.006 -0.001
Si -8.153 5.463 6.817 0.003 0.008 0.001
Si -5.429 -8.153 6.797 0.004 -0.005 0.004
Si -8.154 -5.45 6.78 -0.006 0.004 -0.008
Si -5.431 -2.739 6.781 0.011 0 -0.001
Si -2.721 -0.022 6.811 0.002 0 -0.002
Si -0.011 2.707 6.826 -0.003 -0.005 0.009
Si -2.729 5.455 6.788 0 0.006 0.001
Si -0.016 8.172 6.776 -0.001 0.004 -0.001
Si -2.711 -5.438 6.771 0.003 -0.001 0.007
Si -0.004 -2.741 6.8 -0.003 0 -0.006
Si 1.346 1.345 8.181 -0.003 -0.009 -0.002
Si 4.083 4.094 8.17 -0.003 0.004 -0.008
Si 1.349 6.812 8.148 0.002 -0.008 -0.007
Si 4.083 -6.795 8.149 0.004 -0.008 -0.005
Si 1.359 -4.095 8.158 0.002 0.011 -0.002
Si 4.077 -1.369 8.184 -0.001 -0.002 -0.002
Si 6.806 1.354 8.184 0.005 0.009 0
Si -6.793 4.097 8.172 0.001 0.002 0
Si 6.796 6.812 8.169 0 -0.002 -0.001
Si -6.797 -6.798 8.154 -0.008 -0.006 -0.005
Si 6.805 -4.102 8.16 -0.007 -0.001 -0.005
Si -6.781 -1.37 8.156 -0.003 0.003 -0.008
Si -4.082 1.352 8.161 0.004 -0.004 -0.003
Si -1.37 4.09 8.157 0.003 -0.008 -0.007
Si -4.081 6.804 8.162 0.002 0.006 0.001
Si -1.362 -6.792 8.148 -0.003 -0.002 -0.002
Si -4.073 -4.09 8.147 -0.001 0.003 -0.006
Si -1.354 -1.371 8.166 -0.004 0.007 0.002
Si -0.008 -0.011 9.538 0.006 0.002 0.002
Si 2.717 2.721 9.518 0 -0.005 -0.006
Si -0.002 5.446 9.513 -0.006 0.007 0
Si 2.721 -8.158 9.51 0.001 0.003 -0.003
Si -0.002 -5.447 9.519 -0.003 -0.006 -0.005
Si 2.713 -2.732 9.527 0.004 0.009 -0.002
Si 5.441 -0.006 9.534 -0.004 0.002 0
Si -8.153 2.726 9.527 -0.006 -0.001 -0.003
Si 5.439 5.45 9.53 0 -0.001 -0.003
Si -8.157 -8.152 9.522 0.001 -0.004 -0.001
Si 5.442 -5.448 9.524 0.005 0.001 0
Si -8.154 -2.729 9.511 -0.005 0.004 -0.003
Si -5.436 -0.007 9.526 -0.001 0 0.001
Si -2.722 2.718 9.516 -0.001 0.001 0
Si -5.435 5.448 9.53 -0.002 0 -0.001
Si -2.719 -8.152 9.513 0.001 -0.005 -0.003
Si -5.438 -5.438 9.515 0.003 0 -0.004
Si -2.723 -2.727 9.518 0.003 -0.001 -0.003
Si 1.359 -1.367 10.887 -0.006 -0.003 0.003
Si 4.076 1.361 10.88 0.007 0.006 0.005
Si 1.356 4.083 10.877 -0.001 -0.006 -0.003
Si 4.077 -9.513 10.886 0.001 -0.008 0.002
Si 1.362 -6.804 10.877 0.007 0 0
Si 4.082 -4.085 10.88 -0.002 0.004 -0.001
Si 6.806 -1.371 10.878 0.004 0.001 0.002
Si -6.798 1.356 10.881 -0.006 -0.001 0.001
Si -9.523 4.082 10.88 -0.003 0.005 0.001
Si -6.798 -9.513 10.882 -0.005 0.002 0.004
Si -9.518 -6.801 10.889 -0.001 -0.008 0.001
Si -6.795 -4.081 10.883 0.002 0 -0.006
Si -4.078 -1.366 10.887 0.005 0 0.001
Si -1.367 1.359 10.886 0.006 -0.001 0
Si -4.08 4.077 10.879 0 0 -0.004
Si -1.358 6.807 10.872 -0.008 0.002 0
Si -4.082 -6.797 10.876 -0.005 -0.002 0.002
Si -1.361 -4.085 10.875 0.004 0.007 -0.002
Si 2.717 0.002 12.241 0.002 -0.002 0.005
Si 5.437 2.718 12.238 -0.002 -0.003 0.002
Si 2.718 5.439 12.241 0.002 0.003 0.008
Si 5.441 -8.157 12.252 0.005 0.007 0.008
Si 2.722 -5.443 12.236 0.003 0.002 0
Si 5.442 -2.724 12.239 0 -0.001 0
Si 8.161 -0.006 12.238 -0.005 0.001 0
Si -5.439 2.716 12.238 0 0.002 0.003
Si -8.164 5.445 12.231 0 -0.004 -0.001
Si -5.439 -8.154 12.242 0.001 -0.006 0.004
Si -8.154 -5.441 12.247 -0.004 0.005 0.002
Si -5.442 -2.721 12.252 -0.001 0.001 0.004
Si -2.721 -0.005 12.248 -0.003 0.001 0.009
Si -0.004 2.722 12.24 -0.003 0 0.003
Si -2.719 5.445 12.227 0.007 -0.003 -0.003
Si 0.003 8.158 12.238 0 -0.002 0.001
Si -2.725 -5.436 12.236 0.001 0 -0.004
Si -0.001 -2.729 12.237 -0.003 0.003 0.002
Si 1.355 1.362 13.601 -0.011 0.009 0.001
Si 4.077 4.074 13.601 0.01 -0.007 0.004
Si 1.358 6.797 13.604 -0.003 -0.002 0.011
Si 4.077 -6.791 13.606 -0.004 0.005 0.005
Si 1.364 -4.082 13.594 0.001 -0.001 -0.004
Si 4.081 -1.358 13.595 0.003 0.004 0.005
Si 6.795 1.35 13.592 0.001 -0.005 -0.002
Si -6.81 4.079 13.581 -0.003 0.008 0.002
Si 6.81 -9.52 13.605 0 -0.016 0.002
Si -6.795 -6.801 13.613 0.003 -0.001 0.007
Si 6.801 -4.08 13.601 -0.006 0.007 0.003
Si 9.515 -1.357 13.611 -0.006 0.006 0.002
Si -4.084 1.359 13.604 0.004 -0.004 0.012
Si -1.368 4.089 13.593 -0.007 0.008 -0.003
Si -4.075 6.801 13.59 -0.007 -0.001 0.001
Si -1.361 9.526 13.586 -0.005 0.005 0.003
Si -4.078 -4.082 13.61 0.005 0.004 0.001
Si -1.356 -1.374 13.599 0.019 -0.015 -0.003
Si 0.001 -0.012 14.954 -0.003 -0.008 -0.005
Si 2.712 2.72 14.968 0.002 -0.004 0.004
Si -0.009 5.438 14.961 -0.003 -0.006 -0.002
Si 2.711 8.17 14.96 0.003 -0.002 -0.001
Si -0.003 -5.436 14.947 0 -0.003 0.003
Si 2.724 -2.72 14.951 0.003 -0.002 0.002
Si 5.433 0 14.962 -0.001 -0.003 0.002
Si 8.159 2.71 14.939 -0.006 0 0.001
Si 5.448 5.432 14.951 0.001 -0.002 -0.001
Si 8.172 -8.169 14.978 -0.005 0 0.004
Si 5.442 -5.432 14.966 -0.002 0.001 0.001
Si 8.145 -2.714 14.968 -0.001 0 0.003
Si -5.441 0.002 14.972 0.001 0.007 0.004
Si -2.731 2.736 14.954 0.001 0.007 0.002
Si -5.452 5.442 14.93 0.002 -0.012 0.001
Si -2.714 8.166 14.945 0.012 0 -0.002
Si -5.431 -5.444 14.976 0 0.009 -0.003
Si -2.71 -2.728 14.971 0.005 0.008 -0.001
O 2.799 -2.645 -0.494 0.105 0.086 -0.229
O 4.88 -0.744 -3.227 0.21 -0.194 -0.032
O 0.756 4.693 -6.108 0.092 -0.284 0.511
O -0.504 -6.926 -6.158 -0.118 0.632 0.333
O -0.03 2.72 22.087 0.072 -0.066 0.284
O -4.378 -6.729 -1.673 -0.249 0.342 -0.075
O 1.689 -3.469 -5.818 0.159 -0.373 -0.103
O 2.78 -5.438 22.243 -0.091 -0.151 0.304
O -2.647 5.428 22.127 0.019 -0.085 0.411
O -6.763 1.824 23.196 0.355 -0.027 0.212
O -2.101 -4.439 22.783 -0.226 -0.028 0.115
O -6.234 -4.001 -1.418 0.515 -0.247 -0.098
O -5.43 -2.717 21.933 -0.094 -0.082 0.402
O -7.242 6.387 23.115 -0.066 0.237 0.499
O -0.862 0.94 -1.27 0.115 0.005 -0.395
O -1.097 -4.016 -1.575 0.407 -0.357 -0.14
O 4.586 3.475 -5.32 -0.375 -0.351 0.111
O 2.746 2.7 -0.346 0.097 0.275 -0.646
O -4.3 4.165 -1.391 -0.31 0.563 0.039
O -2.485 2.787 -0.227 0.149 0.228 -0.172
O 7.687 -6.417 -4.96 -0.188 -0.125 -0.161
O 3.006 5.618 -5.232 -0.268 0.056 0.22
O 3.623 -8.123 24.974 0.063 0.144 0.153
O 7.76 -7.293 25.273 -0.032 -0.29 0.048
O -1.057 6.139 -1.163 -0.312 -0.002 -0.31
O 4.953 3.036 25.45 -0.242 0.091 -0.365
O -6.532 3.885 -5.869 -0.034 0.146 -0.062
O 2.911 -0.279 25.225 -0.126 0.293 0.61
O 5.578 5.902 -5.508 0.135 -0.227 0.17
O 1.135 6.677 -2.448 0.502 -0.061 -0.353
O 3.57 1.207 23.07 -0.465 0.294 0.167
O -8.159 -0.075 22.154 0.159 0.01 0.269
O -2.473 4.685 24.973 0.152 0.493 -0.007
O 0.885 -6.908 23.273 0.072 -0.528 0.049
O 4.33 -1.253 23.298 -0.272 -0.012 -0.427
O 1.46 -1.204 23.324 0.3 0.291 0.277
O 1.053 7.271 -5.835 0.24 0.149 -0.134
O 7.873 -1.402 25.687 -0.116 0.476 -0.251
O 8.049 -8.062 -0.362 -0.116 -0.039 -0.365
O -4.602 -0.908 -1.232 -0.174 -0.199 -0.213
O 7.606 -4.747 24.768 -0.352 0.458 0.373
O -7.013 -4.768 -3.792 0.213 -0.462 -0.047
O 3.055 -2.553 -3.779 -0.022 -0.086 0.572
O 8.107 2.693 -0.335 0.004 0.239 -0.586
O 0.026 -7.696 -3.781 -0.355 0.113 0.231
O -3.638 0.607 24.989 -0.103 0.39 0.387
O 2.386 -5.123 -3.895 -0.281 -0.01 0.319
O 4.65 4.999 -3.239 -0.347 -0.447 0.318
O -6.82 -4.485 23.063 0.066 0.007 0.063
O 7.053 4.716 23.042 -0.187 -0.156 0.426
O 6.723 -2.112 22.935 0.372 -0.273 0.355
O -1.506 -2.948 25.791 0.471 -0.301 0.021
O -1.265 -0.404 24.901 0.227 0.14 -0.291
O 4.683 6.402 -1.091 0.099 0.269 -0.348
O -3.871 -1.114 23.13 0.164 0.073 0.295
O -6.687 -8.022 -5.996 -0.009 0.02 -0.257
O -5.423 3.291 -3.601 0.055 -0.207 -0.174
O -1.973 1.157 22.971 -0.197 -0.224 -0.021
O 3.145 -5.514 25.417 0.1 -0.069 -0.049
O -7.165 4.083 24.479 0.536 0.101 0.053
O 4.574 -1.546 -5.705 0.604 -0.138 0.132
O 0.7 -7.018 25.955 0.555 -0.003 -0.074
O -6.639 0.781 -1.163 -0.266 0 -0.431
O 6.908 6.19 -2.443 -0.079 0.218 -0.096
O -0.471 6.428 23.156 0.256 0.032 0.309
O -7.929 2.56 -4.044 0.13 -0.101 0.16
O -5.69 0.032 -3.462 0.33 0.198 -0.446
O -2.97 -5.547 -3.572 0.689 -0.004 -0.011
O 2.659 -2.964 24.985 0.384 -0.016 -0.047
O 5.427 2.82 22.184 0.046 -0.008 0.313
O 3.786 6.446 23.026 -0.049 -0.555 0.107
O -1.389 -6.296 24.475 -0.204 -0.314 0.038
O 2.621 -7.702 -3.344 0.457 -0.477 0.115
O 5.497 -8.163 22.062 0.116 -0.146 0.277
O 4.699 -6.178 -3.229 0.243 -0.322 -0.027
O 1.531 4.653 22.854 0.432 0.209 0.266
O -6.966 -2.221 -3.253 -0.356 0.052 0.373
O 5.404 0.54 24.881 0.35 -0.379 0.157
O -3.391 -4.615 25.038 -0.508 -0.227 0.17
O 2.84 8.069 -0.27 0.327 0.039 -0.403
O -7.367 5.086 -3.723 -0.124 0.034 -0.145
O -2.742 3.106 -3.316 0.361 -0.591 0.008
O -5.969 -0.768 24.834 -0.408 0.49 -0.43
O -6.535 1.86 25.812 -0.293 -0.245 0.234
O -4.268 1.594 -1.946 0.287 -0.043 0.291
O 0.957 4.388 -1.216 0.146 -0.262 -0.28
O 4.718 -4.234 -1.432 0.097 0.091 -0.415
O -4.711 6.014 25.033 -0.055 0.351 -0.501
O 5.535 -2.585 25.24 -0.411 -0.166 0.351
O -5.469 -8.17 22.253 -0.204 -0.133 0.205
O 6.044 4.132 -1.162 -0.124 -0.274 -0.371
O -4.393 3.978 23.29 -0.496 -0.408 0.219
O 0.362 0.461 -3.553 -0.282 0.327 -0.146
O 4.705 -3.818 23.013 0.003 -0.374 0.334
O -0.569 4.737 -3.298 0.379 -0.298 -0.309
O 6.302 -6.309 -1.204 0.106 -0.164 -0.19
O -0.148 -2.787 22.158 -0.17 0.083 0.22
O 6.372 1.396 -2.755 -0.187 0.446 0.203
O -4.218 7.238 -5.507 -0.4 -0.447 -0.414
O -3.72 -6.466 23.206 -0.02 -0.095 0.536
O -2.65 8.08 -0.403 0.033 -0.022 -0.174
O -4.689 -3.554 -3.565 0.196 0.358 -0.174
O 7.589 -3.849 -5.569 -0.241 0.375 0.067
O 6.354 1.51 -5.376 0.033 -0.309 -0.333
O 7.397 2.173 24.775 -0.059 -0.143 -0.123
O 3.662 -6.764 -5.541 0.02 0.118 0.107
O 5.417 -6.265 24.461 -0.192 0.008 -0.509
O 1.237 -0.681 -1.306 0.374 0.24 -0.12
O 6.462 -0.746 -1.182 -0.094 0.168 -0.345
O 2.731 -0.038 -4.566 0.134 0.536 -0.178
O 0.587 -1.116 -5.686 -0.411 -0.048 -0.053
O -3.89 -2.016 25.62 0.098 0.015 0.537
O -1.672 3.925 -5.554 -0.342 -0.372 -0.101
O -6.896 6.514 -1.602 0.595 -0.141 -0.234
O -6.278 7.887 25.9 -0.041 -0.426 -0.061
O 1.03 1.459 -5.931 0.138 0.304 0.203
O 4.371 0.853 -1.188 -0.365 -0.191 -0.329
O -6.6 -3.244 25.429 0.241 -0.156 0.358
O -3.023 5.539 -3.921 -0.349 -0.09 0.068
O 7.375 -6.455 22.799 0.456 -0.084 -0.199
O -1.533 7.132 -5.298 0.1 -0.245 -0.459
O -6.376 -5.85 25.257 0.669 0.206 0.199
O -5.002 -6.891 -4.372 -0.329 0.246 -0.035
O -2.885 -2.667 -0.345 0.01 0.044 -0.463
O 6.748 -4.61 -3.188 -0.033 0.234 -0.24
O -3.533 -4.247 -5.855 -0.279 -0.118 0.01
O 4.069 5.557 25.416 0.117 0.045 0.132
O 7.197 7.717 -6.256 0.082 -0.064 -0.193
O 0.903 -7.096 -1.424 -0.439 0.423 -0.222
O 0.047 4.447 24.971 0.179 -0.4 0.385
O 1.702 6.48 24.664 -0.257 0.507 0.283
O -4.532 3.515 25.911 -0.062 -0.082 0.132
O 0.552 -3.309 -3.441 0.091 0.112 0.165
O -7.88 7.675 -3.814 0.162 0.402 0.161
O -6.538 -1.074 -5.622 0.119 -0.088 0.083
O 0.757 -1.593 25.915 0.147 0.032 0.469
O -2.994 8.123 -3.352 0.386 -0.047 0.449
O -2.067 -3.183 -3.948 -0.234 0.319 -0.42
O 7.611 6.052 25.282 -0.339 0.394 -0.223
O -1.005 -1.467 -2.352 -0.572 0.126 -0.091
O 8.029 -0.067 -4.057 -0.186 -0.467 0.077
O 8.134 -2.597 -0.387 -0.139 -0.115 -0.223
O 0.749 -4.731 24.812 -0.492 0.325 -0.217
O -1.508 2.233 25.312 0.216 -0.144 0.189

Results
total energy: -101658.498 eV
total energy less fixed offsets of O -438.25, Si -107.07 eV per atom: -5.298 eV
